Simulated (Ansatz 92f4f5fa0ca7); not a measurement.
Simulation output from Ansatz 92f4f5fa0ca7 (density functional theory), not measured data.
Periodic cell of 212 atoms, Si132O80, from a study of silicon, its oxide and their interface. The atomic structure is a simulated model.
Doubt: the cutoff is far below the 930 eV that the study's wrapper takes by default for these files, so forces and energies are approximate.
This geometry differs little from another in the collection (a relaxation step or a small displacement).

Settings
functional: PBE
potential files: Ansatz PAW
basis: plane waves
wave-function cutoff: 580 eV
density cutoff ratio: 5
exchange-correlation grid ratio: 1
k mesh: 1 x 1 x 1, Gamma-centred
self-consistency stop: 5e-08 eV per atom in the density residual
occupations: fixed
spin: none
net charge: 0

Cell vectors (angstrom)
a, 10.938, 0, 0
b, 0, 10.938, 0
c, 0, 0, 31.6399

Atoms and the computed forces on them: element, x, y, z (angstrom), force x, y, z (eV/angstrom)
Si, -0.1712, 0.485, 24.5617, 0.0445, 0.1105, 0.0619
Si, 5.9497, -0.1994, 24.062, 0.0052, -0.0421, 0.0022
Si, 2.2346, 3.187, 24.4497, -0.014, 0.0179, 0.0157
Si, 8.9198, 2.0896, 24.0701, -0.0047, -0.0579, 0.0246
Si, 0.4134, 4.8749, 24.2814, 0.0303, 0.0004, -0.0252
Si, 4.9422, 6.1547, 24.1462, -0.0325, -0.0082, 0.0295
Si, 3.1321, 7.829, 24.1984, 0.0587, 0.002, 0.0058
Si, 7.7494, 8.9489, 24.1958, 0.0369, 0.0615, 0.1341
Si, 1.3481, 1.5834, 25.9146, -0.0547, -0.0342, -0.0126
Si, 6.9909, 1.4005, 25.4011, 0.0185, 0.0164, -0.0019
Si, 4.1257, 4.2398, 25.3846, 0.0104, 0.0182, -0.0208
Si, 9.5258, 4.017, 25.4384, -0.0003, 0.0083, -0.0052
Si, 1.3703, 6.7842, 25.4094, -0.0175, -0.0111, 0.0056
Si, 6.8072, 7.027, 25.3514, -0.0291, 0.0062, -0.0071
Si, 4.1519, 9.6606, 25.3365, -0.0235, -0.0004, 0.0085
Si, 9.5711, 9.6607, 25.5533, -0.0745, -0.0257, -0.0197
Si, 2.771, -0.0049, 26.8512, 0.0066, 0.0046, 0.0063
Si, 8.1946, 0.0393, 26.9162, 0.0192, 0.0028, 0.0128
Si, -0.1517, 2.8685, 27.0429, 0.0398, 0.0046, 0.0234
Si, 5.5016, 2.7734, 26.739, -0.0085, -0.008, 0.0058
Si, 2.7285, 5.4772, 26.8618, -0.0105, -0.0173, 0.0241
Si, 8.1498, 5.5171, 26.7353, 0.0011, 0.0002, 0.002
Si, 0.0012, 8.1791, 26.8014, 0.0053, 0.0036, 0.0139
Si, 5.4376, 8.2782, 26.8367, 0.0125, -0.0065, 0.0041
Si, 4.1018, 1.3673, 28.2217, 0.4892, 0.1497, -0.446
Si, 9.5708, 1.3673, 28.2217, -0.4683, -0.0936, 1.1304
Si, 1.3673, 4.1018, 28.2217, 0.0428, 0.5969, 0.7043
Si, 6.8362, 4.1018, 28.2217, -0.0258, 0.2293, -0.6469
Si, 4.1018, 6.8362, 28.2217, -0.032, 0.2457, -0.0718
Si, 9.5708, 6.8362, 28.2217, -0.0932, -0.1721, -0.571
Si, 1.3673, 9.5708, 28.2217, 0.0909, -0.2324, -0.3809
Si, 6.8362, 9.5708, 28.2217, -0.1453, 0.1007, 0.2401
Si, 0, 0, 29.5889, -0.0362, 0.0735, -0.0273
Si, 5.469, 0, 29.5889, 0.1444, 0.0609, 0.0614
Si, 2.7345, 2.7345, 29.5889, -0.0466, 0.0117, -0.0597
Si, 8.2035, 2.7345, 29.5889, 0.0719, -0.1614, 0.079
Si, 0, 5.469, 29.5889, 0.2356, 0.0547, 0.101
Si, 5.469, 5.469, 29.5889, 0.0342, 0.0213, -0.0431
Si, 2.7345, 8.2035, 29.5889, 0.0016, -0.0388, 0.0269
Si, 8.2035, 8.2035, 29.5889, -0.0499, 0.0056, -0.0437
Si, 1.3673, 1.3673, 30.9562, 0.041, -0.049, -0.0129
Si, 6.8362, 1.3673, 30.9562, -0.0646, 0.1132, 0.007
Si, 4.1018, 4.1018, 30.9562, -0.0294, -0.0002, -0.0071
Si, 9.5708, 4.1018, 30.9562, -0.0741, 0.0093, -0.035
Si, 1.3673, 6.8362, 30.9562, -0.0992, 0.0872, 0.0204
Si, 6.8362, 6.8362, 30.9562, 0.0197, 0.0041, -0.0017
Si, 4.1018, 9.5708, 30.9562, -0.065, 0.0149, -0.0284
Si, 9.5708, 9.5708, 30.9562, 0.0324, -0.0521, -0.0136
Si, 2.7345, 0, 0.6835, 0.0249, -0.007, 0.0492
Si, 8.2035, 0, 0.6835, 0.0214, 0.0123, 0
Si, 0, 2.7345, 0.6835, 0.0163, 0.0148, 0.0066
Si, 5.469, 2.7345, 0.6835, 0.0418, -0.0873, 0.027
Si, 2.7345, 5.469, 0.6835, -0.0216, -0.0146, 0.0046
Si, 8.2035, 5.469, 0.6835, 0.0509, -0.0246, 0.0326
Si, 0, 8.2035, 0.6835, 0.0564, 0.01, 0.0379
Si, 5.469, 8.2035, 0.6835, 0.0249, 0.0084, 0.0055
Si, 4.1018, 1.3673, 2.0507, -0.0584, 0.1015, -0.0141
Si, 9.5708, 1.3673, 2.0507, -0.0451, 0.0026, 0.0144
Si, 1.3673, 4.1018, 2.0507, 0.0072, -0.0539, 0.0024
Si, 6.8362, 4.1018, 2.0507, -0.0338, -0.0307, -0.0121
Si, 4.1018, 6.8362, 2.0507, -0.0499, 0.0309, 0.0127
Si, 9.5708, 6.8362, 2.0507, -0.0585, 0.0472, -0.0038
Si, 1.3673, 9.5708, 2.0507, -0.0777, -0.0492, -0.013
Si, 6.8362, 9.5708, 2.0507, -0.013, -0.0494, -0.0007
Si, 0, 0, 3.418, 0.0632, -0.18, 0.2669
Si, 5.469, 0, 3.418, 0.0166, -0.151, 0.2782
Si, 2.7345, 2.7345, 3.418, 0.1937, 0.0363, -0.6129
Si, 8.2035, 2.7345, 3.418, -0.0849, -0.0986, -0.3854
Si, 0, 5.469, 3.418, 0.0816, -0.029, 0.2636
Si, 5.469, 5.469, 3.418, 0.0516, -0.1546, 0.4298
Si, 2.7345, 8.2035, 3.418, -0.1219, -0.1145, -0.3467
Si, 8.2035, 8.2035, 3.418, -0.1546, -0.2126, -0.4461
Si, 1.4506, 1.3585, 4.7498, 0.0085, 0.0147, -0.0095
Si, 6.8739, 1.3644, 4.7901, 0.0095, 0.0022, -0.0142
Si, 4.0811, 4.043, 4.8065, -0.0117, -0.0115, -0.0128
Si, 9.5545, 4.0588, 4.7729, -0.0019, -0.0028, -0.0105
Si, 1.4225, 6.8242, 4.8079, 0.0074, 0.0061, -0.0103
Si, 6.8805, 6.8324, 4.8108, 0.015, 0.016, -0.0089
Si, 4.0833, 9.5078, 4.7898, -0.0023, 0.0014, -0.0171
Si, 9.5484, 9.4989, 4.7765, -0.0139, -0.0038, -0.021
Si, 2.7488, -0.031, 6.1648, 0.0008, -0.002, 0.0101
Si, 8.1769, -0.0871, 6.1458, 0.0028, 0.0067, 0.0142
Si, 0.0415, 2.6757, 6.0632, 0.0083, -0.0007, 0.0136
Si, 5.4443, 2.6441, 6.1843, -0.0005, 0.0014, 0.0134
Si, 2.7352, 5.4026, 6.2288, 0.009, 0.0036, 0.0178
Si, 8.2092, 5.4032, 6.2014, -0.0017, -0.0021, 0.0236
Si, -0.0412, 8.1108, 6.157, -0.004, -0.014, 0.0146
Si, 5.4102, 8.1, 6.1831, -0.0069, -0.0098, 0.022
Si, 4.5667, 0.8187, 7.5019, 0.0157, -0.0281, -0.0046
Si, 10.0389, 0.8783, 7.2718, -0.0021, -0.0229, -0.0019
Si, 0.9058, 4.4265, 7.4329, -0.0402, 0.0233, -0.0212
Si, 6.3645, 4.4498, 7.4105, -0.0265, 0.0282, -0.0018
Si, 4.6095, 6.2022, 7.5069, 0.0272, -0.0288, -0.0297
Si, 10.0821, 6.2211, 7.4546, 0.0269, -0.0154, 0.0025
Si, 0.9401, 9.9031, 7.3393, -0.003, 0.0248, 0.0003
Si, 6.3218, 9.9169, 7.3765, -0.0058, 0.0228, 0.0132
O, 9.6643, -1.171, 12.4626, -0.0034, 0.0044, 0.0106
O, 4.1493, 1.2512, 9.0711, -0.0051, -0.0037, 0.0232
O, 6.7004, 9.2169, 8.8471, 0.0123, 0.0012, 0.0064
O, 1.6313, 9.1118, 8.6419, 0.0062, -0.005, 0.0103
O, 10.3101, 11.7937, 10.7811, 0.0089, -0.0053, 0.0211
O, 4.3763, 6.317, 9.1536, -0.0149, 0.0072, 0.0281
O, 6.655, 3.9441, 8.9629, 0.0132, -0.0005, 0.0361
O, 0.3786, 0.6772, 15.5847, -0.0007, 0.0016, 0.0034
O, 16.1009, -11.0748, 11.0629, -0.0006, -0.0032, 0.0157
O, 5.2684, 5.908, 22.5226, 0.0122, 0.0093, -0.0296
O, 2.6808, 8.2283, 22.6424, -0.0176, -0.0002, -0.0066
O, -0.3498, 4.9118, 22.7708, 0.0166, -0.0012, -0.0011
O, 8.422, 8.7237, 22.6936, -0.0201, -0.0235, -0.0912
O, 5.0464, 5.5773, 19.9059, -0.0049, 0.0055, 0.0023
O, 5.7118, 11.5593, 22.5806, -0.013, 0.0169, -0.0192
O, 8.7351, 2.1906, 22.3826, -0.0035, 0.0045, -0.0173
Si, 8.896, 3.8488, 16.8119, 0.005, -0.0013, -0.001
Si, -1.9921, 12.3836, 10.0655, -0.0072, 0.011, -0.0245
Si, -5.3179, 6.5421, 21.0755, -0.0033, -0.0136, 0.0354
Si, -7.0851, 22.5412, 10.5719, -0.0106, -0.0032, -0.0369
Si, 7.2114, 3.99, 10.4885, 0.0074, 0.0052, -0.0468
Si, -1.4287, 5.9613, 10.5832, -0.0347, -0.012, -0.0522
Si, 2.0313, 11.765, 22.5023, -0.0048, -0.0049, 0.0486
Si, 4.2375, -0.9446, 14.8786, -0.001, -0.0049, -0.0073
Si, 5.9588, 10.1764, 12.3329, -0.0012, -0.0014, -0.015
Si, -3.3378, -1.2948, 10.1259, -0.0121, 0.0007, -0.0402
Si, 9.1222, 12.301, 21.0108, 0.0094, -0.0006, 0.0191
Si, 0.3168, 16.0355, 21.2925, 0.018, 0.0195, 0.0457
Si, -9.2588, 7.4174, 18.7284, 0.0012, 0.0145, -0.0084
Si, 12.4199, 7.9595, 21.5839, 0.0195, -0.0043, 0.0215
Si, 9.5964, 9.1945, 21.6686, 0.0087, 0.0249, 0.0083
Si, -0.9994, 5.9778, 18.6161, 0.0067, 0.0059, 0.0085
Si, 3.9355, 7.9701, 17.1425, -0.0046, 0.0012, 0.002
Si, -5.5288, 9.0719, 19.6288, -0.0034, 0.0051, 0.0103
Si, -7.3844, 13.3004, 18.9255, -0.0062, -0.0022, 0.0031
Si, 2.7213, 13.7149, 12.6152, 0.0005, -0.0059, -0.0086
Si, 6.5855, 3.7488, 14.9932, -0.002, 0.0021, -0.0006
Si, 4.6457, 11.532, 21.3093, 0.0093, 0.0001, 0.035
Si, 3.9835, 5.4688, 18.6807, 0.0091, -0.0007, -0.0026
Si, 5.0617, 4.7642, 12.5936, 0.0009, 0.0017, -0.0058
Si, -5.5558, 12.3348, 16.7007, -0.0019, 0.0001, -0.0027
Si, -2.9742, 18.5753, 19.7456, 0.0018, 0.0102, 0.0078
Si, -0.9101, -2.2647, 11.3027, 0.0079, -0.0034, -0.0221
Si, 12.1497, 4.4191, 10.5419, 0.0088, 0.0064, -0.0415
Si, 3.6317, 17.483, 10.5887, -0.0021, 0.0031, -0.023
Si, 8.0494, 12.4084, 18.3139, 0.0044, -0.0071, 0.0138
Si, 12.467, 11.6026, 14.3989, 0.0024, -0.0015, -0.0044
Si, 9.8231, 12.0779, 16.0946, 0.0001, 0.003, -0.0004
Si, -0.6206, 11.2713, 12.3308, -0.0014, 0.0058, -0.0169
Si, 18.9311, 12.1507, 13.8643, 0.0032, -0.0057, -0.0055
Si, 2.0205, 9.16, 10.2186, 0.0016, -0.0009, -0.0219
Si, 0.9003, 13.2947, 20.2204, -0.0249, 0.0204, -0.0066
O, 15.0407, 12.3575, 17.7151, 0.0079, 0.0017, 0.0034
O, 1.3216, 6.3466, 21.5001, -0.0185, -0.038, 0.001
O, 3.6269, 1.7775, 11.7182, -0.0044, 0.0119, 0.0148
O, 4.884, 9.6196, 13.4209, 0.0012, 0.0012, 0.0109
O, 4.5374, 19.8972, 18.2803, -0.0024, -0.0096, -0.0065
O, -3.6991, 6.7116, 20.8921, -0.0017, 0.0062, -0.0005
O, -2.381, 11.4522, 15.2367, -0.0013, -0.0038, 0.0057
O, 1.9051, 2.2361, 18.9369, 0.0204, -0.0035, -0.0189
O, 3.9207, 3.8733, 18.4289, -0.0016, -0.0021, 0.0101
O, 1.5092, 14.1928, 11.6382, 0.0015, 0.0014, 0.0045
O, 5.8643, 4.8677, 14.0295, 0.0042, -0.0017, 0.0057
O, -1.6556, 8.4229, 20.2777, -0.0204, -0.02, -0.0212
O, 10.2168, 13.1313, 20.0814, 0.004, 0.0077, 0.0012
O, 2.3168, 18.9972, 17.3741, 0.0016, -0.001, 0.0145
O, -6.6469, 8.5684, 15.6823, -0.0022, 0.0041, 0.0128
O, 7.9068, 12.1246, 19.9214, -0.0059, -0.001, -0.0112
O, 2.6877, 10.5176, 14.7672, 0.004, 0.0019, 0.005
O, 2.533, -0.2799, 10.5524, 0.0142, 0.0043, 0.0086
O, 5.2703, 10.5655, 20.1842, 0.0078, -0.0129, -0.0058
O, 4.2098, 12.8762, 20.4092, -0.0052, 0.01, -0.0079
O, -6.2986, 17.1098, 11.8405, 0.0036, -0.005, 0.0077
O, 12.216, 14.8439, 8.9848, 0.0024, 0.0047, 0.0614
O, -0.3113, 15.7766, 10.9038, 0, 0.0127, -0.0047
O, 9.4407, 12.6935, 8.5591, -0.0028, 0.0067, 0.0176
O, -10.7917, 18.0252, 18.3571, -0.0073, -0.0037, 0.004
O, 11.7883, 11.169, 12.981, 0.0034, 0.0018, 0.0089
O, -1.3453, 10.8109, 21.4908, 0.003, 0.0013, 0.0004
O, -2.777, 14.0237, 18.0602, 0.001, 0.0018, 0.0012
O, -1.5391, 0.7567, 17.6433, 0.0032, 0.0004, 0.0032
O, -2.4705, 6.6713, 18.5426, 0.0075, -0.0073, 0.0047
O, 1.0071, 10.9366, 23.4521, 0.0143, -0.0255, -0.0413
O, 5.1171, 11.1692, 15.5891, 0.0004, 0.0019, 0.0076
O, 11.0627, 8.6735, 22.1449, 0.0035, -0.0185, 0.0287
O, 9.3735, 1.4423, 13.0361, -0.0086, 0.0033, 0.0068
O, 4.4545, 17.3506, 17.3933, -0.0025, 0.006, 0.009
O, -9.7141, 12.0249, 21.144, -0.002, -0.0289, -0.0113
O, 3.1973, 8.1157, 10.6426, 0.0023, -0.0043, 0.0076
O, 13.4302, 16.9618, 19.057, 0.0024, -0.0049, 0.01
O, 6.6945, 0.9608, 17.5686, -0.0045, 0.0002, 0.0019
O, 1.2169, 3.7956, 20.9134, -0.0065, 0.0195, 0.0126
O, -1.1617, 2.7743, 15.9436, -0.0005, 0.0005, 0.0039
O, -2.9357, -5.5497, 10.7563, 0.0361, -0.0001, -0.0078
O, 7.7549, 11.271, 10.1029, 0.0079, -0.0019, 0.01
O, 0.6823, 8.7945, 11.0474, -0.0134, -0.0011, 0.0089
O, 9.7486, 6.5173, 9.0601, -0.0007, -0.0306, 0.0409
O, -2.6578, 2.7788, 10.7101, 0.0041, -0.0069, -0.0001
O, 5.5822, 2.858, 15.9574, 0.0021, -0.002, 0.0059
O, 5.9627, 3.8952, 11.5325, 0.0012, 0.0069, 0.0075
O, 6.942, 19.6993, 19.1813, 0.0065, -0.0115, 0.0146
O, -1.2638, -3.7929, 11.6982, 0.0048, 0.0044, 0.0082
O, 1.7912, 8.4235, 20.0337, -0.0013, 0.0001, -0.0099
O, 7.3331, 2.6747, 14.0293, -0.0019, 0.0039, 0.0046
O, -3.2152, 4.5235, 15.8881, 0.0008, 0.0021, 0.004
O, -0.7867, 16.2676, 20.1125, 0.0001, 0.0027, -0.0016
O, -8.6677, 16.5879, 10.6983, -0.0091, -0.0149, 0.0024
O, 3.3254, 10.896, 22.048, 0.024, -0.0075, -0.0015
O, -7.2666, 14.9637, 13.0009, 0.0023, 0.0012, 0.0008
O, -1.8222, 9.0404, 9.984, -0.0048, 0.0016, 0.0177
O, 4.9645, 8.032, 20.8222, 0.0027, 0.0031, -0.0086
O, -0.9637, 4.9089, 17.3985, -0.0037, -0.0036, 0.0015
O, 2.5619, 13.1936, 23.0974, -0.0092, 0.0134, -0.0039
O, 6.9257, 9.107, 11.5356, -0.0044, -0.0044, 0.0148
O, -4.0218, 11.226, 13.1084, 0.0119, 0.0087, 0.0132
O, -8.7364, 13.0624, 14.034, -0.0018, -0.002, 0.0058

Results
free energy: -129408.724 eV
free energy less fixed offsets of O -568.88, Si -635.61 eV per atom: 2.196 eV

The program warned: the cutoff lies below the one the program advises for these potential files; the exchange-correlation potential is rough where the density is thin.
